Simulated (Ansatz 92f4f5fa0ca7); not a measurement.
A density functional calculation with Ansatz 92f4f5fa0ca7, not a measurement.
Periodic cell of 209 atoms, Si128O81, from a study of silicon, its oxide and their interface. The atomic structure is a simulated model.
This geometry differs little from another in the collection (a relaxation step or a small displacement).

Settings
functional: r2SCAN
potential files: Ansatz PAW
basis: plane waves
wave-function cutoff: 800 eV
density cutoff ratio: 5
exchange-correlation grid ratio: 1
k mesh: 1 x 1 x 1, shifted by 0.5 0.5 0 of a step
self-consistency stop: 1e-10 eV per atom in the density residual
occupations: fixed
spin: none
net charge: 0

Cell vectors (angstrom)
a, 10.88, 0, 0
b, 0, 10.88, 0
c, -1.637, -3.7916, 30.6638

Atoms and the computed forces on them: element, x, y, z (angstrom), force x, y, z (eV/angstrom)
Si, -0.7923, -1.8762, 0.068, -0.0052, 0.0014, -0.0346
Si, 1.8512, 0.8677, 0.1259, -0.0181, 0.0137, -0.0369
Si, -2.0136, 4.3757, 0.1902, 0.004, -0.0186, -0.0236
Si, -3.5899, 5.3454, 15.4557, -0.0114, 0.0039, -0.0608
Si, -7.2629, -0.8727, 0.0343, 0.0135, -0.0078, -0.0369
Si, -4.6247, 2.0471, 0.3163, -0.0039, 0.0003, 0.0143
Si, 4.5829, 3.7352, 0.4042, -0.0026, 0.0148, -0.0071
Si, -3.5749, -4.6322, 0.1699, -0.0156, 0.009, -0.031
Si, 0.079, -0.082, 1.3519, -0.0002, -0.0005, 0.0033
Si, 2.7735, 2.6397, 1.3925, -0.0008, -0.0014, 0.0036
Si, -0.0852, -5.4634, 1.1751, -0.002, 0.0001, 0.0001
Si, 2.6417, -2.6773, 1.2558, -0.003, 0.0005, -0.0019
Si, -5.4869, 0.0752, 1.2825, -0.0058, 0.0016, 0.0044
Si, -2.8649, 2.8064, 1.6864, -0.0027, 0.0035, 0.0007
Si, 5.5791, 5.4453, 1.5826, -0.003, 0, 0.0053
Si, -2.6077, -2.8052, 1.2967, 0.0021, 0.0008, 0.0058
Si, -1.3452, 1.3201, 2.6781, 0.0027, -0.0007, -0.0039
Si, 1.3331, 4.0817, 2.5729, -0.0002, -0.0012, 0.0008
Si, -1.3283, -4.1448, 2.7478, 0.0049, 0.0012, -0.0058
Si, 1.3893, -1.3842, 2.7995, 0.002, -0.0006, -0.0022
Si, 4.1029, 1.333, 2.8238, 0.0025, -0.0013, -0.0067
Si, 6.7867, 4.1449, 3.0881, -0.0007, -0.0052, -0.0041
Si, 4.0496, 6.8561, 2.6389, -0.0003, 0.0011, 0.0029
Si, -4.0522, -1.3611, 2.5495, 0.0009, -0.0042, -0.0032
Si, -2.7219, -0.0403, 4.0142, -0.0013, -0.0003, -0.0038
Si, 0.0101, 2.7301, 4.0074, -0.0008, -0.0002, -0.0024
Si, -2.6599, 5.5013, 4.2423, 0.0011, 0.0057, 0.0007
Si, 0.0128, -2.7594, 4.1035, -0.0025, -0.0017, -0.0002
Si, 2.7332, -0.0107, 4.1449, -0.0032, 0.0032, 0.0011
Si, 5.3989, 2.693, 4.2344, -0.0008, -0.0029, -0.001
Si, 2.6984, 5.4406, 3.9854, 0.0015, -0.0006, -0.0004
Si, 5.443, -2.6754, 3.9851, -0.0006, -0.0012, -0.0015
Si, -1.3793, -1.3799, 5.4178, 0.0008, 0.0011, -0.0023
Si, 1.3531, 1.3893, 5.4206, -0.0018, -0.0013, -0.0016
Si, -1.3078, 4.0558, 5.4599, -0.0001, -0.0017, -0.0025
Si, 1.3861, 6.7699, 5.4302, -0.0008, -0.0006, -0.0032
Si, 4.1238, -1.3667, 5.4355, -0.0017, -0.0018, -0.0033
Si, -4.0483, 1.3076, 5.4541, 0.001, -0.0011, -0.0036
Si, 4.0088, 4.1035, 5.4543, -0.0018, 0.0018, -0.0007
Si, 6.7718, -4.0086, 5.4428, -0.001, -0.0001, -0.0032
Si, -0.0001, 0.003, 6.7529, 0.0012, -0.0008, -0.0033
Si, 2.6792, 2.7412, 6.8222, -0.0016, -0.0011, -0.0034
Si, 0.0133, 5.4393, 6.8049, -0.0006, -0.001, -0.0043
Si, 2.7483, -2.7261, 6.7731, -0.0005, -0.0004, -0.0032
Si, -5.412, -0.0322, 6.8167, -0.0015, -0.0005, -0.0033
Si, -2.681, 2.6842, 6.7848, -0.0003, -0.0004, -0.002
Si, 5.4219, -5.4208, 6.7707, 0.0008, 0.0009, -0.0027
Si, -2.7466, -2.6941, 6.8149, 0.0004, -0.002, -0.004
Si, -1.3313, 1.332, 8.1531, 0.0014, -0.0016, -0.003
Si, 1.3217, 4.0955, 8.1811, -0.0016, 0.0017, -0.0014
Si, -1.3714, 6.8117, 8.1418, -0.0011, -0.0011, -0.0023
Si, 1.3627, -1.3582, 8.1178, 0.0006, 0, -0.0017
Si, 4.0792, 1.3438, 8.117, -0.0004, -0.0045, -0.0026
Si, -4.0577, 4.0771, 8.0882, 0.002, 0.0004, -0.0028
Si, 4.0902, -4.0618, 8.1506, -0.0005, -0.0005, -0.004
Si, -4.076, -1.3698, 8.2096, 0.0006, -0.0013, -0.0025
Si, -2.6533, -0.0465, 9.5164, 0.001, 0.0003, -0.002
Si, -0.0238, 2.72, 9.5264, -0.0017, -0.0037, 0.0003
Si, -2.7206, 5.4319, 9.491, -0.0007, -0.0011, -0.0027
Si, -0.0201, -2.6888, 9.4997, -0.0001, -0.0011, -0.001
Si, 2.7187, -0.0065, 9.499, -0.0024, -0.0026, -0.0044
Si, 5.4843, 2.6877, 9.4212, 0.0007, 0.0004, 0.0002
Si, 2.6723, 5.504, 9.4648, 0.0029, 0.0024, -0.002
Si, 5.4414, -2.7384, 9.5569, -0.0024, -0.001, -0.0022
Si, -1.3344, -1.3769, 10.9668, -0.0019, -0.0006, -0.0034
Si, 1.3546, 1.3649, 10.8538, -0.0004, 0.0009, -0.0028
Si, -1.3923, 4.0751, 10.8834, -0.0005, -0.0019, -0.0033
Si, 1.3168, -4.0208, 10.8729, -0.0012, 0.0011, 0.0016
Si, 2.6616, -2.6707, 12.2839, 0.0013, -0.0012, 0.0017
Si, -4.0031, 1.3264, 10.792, 0.0026, -0.0043, -0.0019
Si, 4.0639, 4.0827, 10.641, -0.0034, 0.0031, -0.0016
Si, -4.061, 6.7662, 10.8925, -0.0015, -0.0002, -0.0025
Si, 0.0122, 0.0876, 12.2909, 0.0011, -0.0021, 0.0043
Si, 2.7975, 2.7612, 12.0734, -0.0031, -0.0078, 0.0045
Si, 0.0197, 5.4124, 12.2128, -0.001, 0.0011, 0.0062
Si, 4.0638, -1.3651, 10.8916, 0.002, 0.0001, -0.0026
Si, -5.3559, -0.0227, 12.1528, -0.0027, 0.0012, 0.0006
Si, -2.7641, 2.7174, 12.2385, 0, 0.0022, 0
Si, 5.3468, 5.3612, 12.0788, 0.0067, 0.0033, 0.004
Si, -2.7076, -2.7971, 12.317, 0.0022, -0.0027, 0.0022
Si, -1.3098, 1.5346, 13.6681, -0.0049, -0.0039, 0.0103
Si, -1.3772, -4.2739, 13.6728, 0.0009, -0.001, -0.0414
Si, 2.868, -3.2837, 19.2503, -0.002, 0.0117, 0.0109
Si, 0.4689, 2.7331, 14.9155, 0.0044, -0.0172, -0.0517
Si, 4.1409, -1.2906, 17.1552, -0.0107, -0.0062, -0.0462
Si, -4.6852, 3.5568, 13.3331, -0.0054, -0.0084, -0.0331
Si, 3.842, -4.3371, 13.4496, 0.0086, 0.0046, -0.0138
Si, -4.1373, -1.4383, 13.6086, 0.0021, 0.0054, -0.0002
Si, -4.4878, 4.5055, 18.0769, 0.0049, -0.0077, -0.0159
Si, 3.5661, 4.6376, 18.3298, -0.0058, -0.0021, 0.0028
Si, 3.5332, 2.5293, 20.5926, 0.0092, -0.0064, 0.0325
Si, -6.3398, 1.7644, 13.2898, 0.009, 0.0072, -0.0263
Si, 2.6159, 0.397, 15.14, -0.0172, 0.0227, -0.0418
Si, -2.3739, 4.7577, -5.705, 0.0037, 0.0056, 0.0371
Si, -3.8056, -2.4554, 21.5732, -0.0131, 0.0222, 0.0642
Si, -2.5593, -0.1103, 14.8926, 0.008, -0.0087, -0.047
Si, -2.4659, -2.1855, 18.9471, -0.0009, 0.014, 0.0039
Si, -3.2722, 2.3161, -1.5379, 0.0094, -0.0025, -0.0221
Si, 0.8129, 3.4488, 17.7425, -0.0061, -0.014, -0.0266
Si, -0.8863, 2.0428, -6.3332, 0.0135, -0.0026, 0.0348
Si, -1.0271, -3.698, -4.2408, -0.0044, 0.0025, 0.0085
Si, 0.5281, -1.8486, 18.3606, -0.0002, -0.0132, -0.0212
Si, 3.6545, 4.3897, -2.4636, -0.0232, 0.0015, -0.0183
Si, 4.9407, -3.1069, -4.8611, -0.0016, 0.0018, 0.0279
Si, -4.7029, 3.6539, -4.0613, -0.001, 0.0087, 0.0029
Si, 4.5672, 2.5976, -6.3081, -0.0217, 0.0052, 0.0415
Si, 1.4974, -1.1199, 13.6888, -0.004, -0.0027, 0.0101
Si, 1.7927, 2.8088, -5.3254, 0.0011, -0.0043, 0.0166
Si, 0.8906, -3.6666, -0.0608, -0.0097, 0.0038, 0.0214
Si, -0.9698, 3.8203, 20.0059, -0.002, -0.0014, 0.0256
Si, 1.6558, 4.2699, 13.4729, -0.0074, -0.0066, -0.0199
Si, 1.5394, -3.9864, -2.3606, 0.0034, -0.0091, -0.0187
Si, -5.4994, -3.0923, 14.8184, -0.0004, -0.0016, -0.0423
Si, -1.645, -0.871, -5.2377, 0.0074, 0.002, 0.0326
Si, -4.0009, -1.9296, -7.1075, -0.0057, 0.0059, 0.0498
Si, 3.2804, -1.3635, -2.9316, -0.0028, -0.0019, -0.0144
Si, -3.1358, -4.6774, -8.4333, -0.0003, 0.0025, 0.0565
Si, -3.075, -4.7958, 20.0444, -0.0063, 0.0128, 0.0252
Si, -3.9345, -0.1686, 17.5639, 0.0153, 0.0085, -0.0299
Si, 3.2668, 5.269, -6.0735, 0.0011, -0.009, 0.0471
Si, 0.8683, 2.3679, 21.822, -0.0051, -0.0143, 0.0557
Si, -3.2797, 2.0899, 19.5251, -0.0117, -0.0031, 0.0126
Si, -5.0924, 0.6919, -8.5614, 0.0124, 0.003, 0.0544
Si, 2.1222, 1.5919, -2.765, 0.0018, 0.006, -0.0091
Si, -2.4466, -0.6791, -2.2184, -0.0066, -0.0029, -0.0193
Si, 1.4703, 0.9229, 19.3962, -0.0084, 0.0069, 0.0101
Si, -0.0186, -2.0062, 15.2697, -0.0038, 0.0099, -0.0465
Si, -3.751, -3.2511, -2.5999, 0.0019, 0.0077, -0.0136
O, 3.6638, -2.1117, 18.4579, -0.0042, -0.0044, 0.0015
O, 2.5669, -5.2645, -2.6086, 0.0039, -0.0054, -0.0025
O, 3.8945, 3.8129, 19.6874, -0.0041, 0.0073, -0.0107
O, -2.0389, 4.9343, 20.4067, 0.0056, -0.0089, -0.0073
O, -4.4006, -4.1393, 15.4182, 0.0149, -0.0236, 0.0212
O, 1.3265, 1.3486, -1.3807, 0.0039, -0.0122, 0.0449
O, -4.0334, -4.266, -1.3769, 0.0066, -0.0141, 0.0342
O, -2.1195, 3.4662, -1.2225, 0.0044, 0.0193, 0.0331
O, -1.459, 1.9608, -7.8172, -0.0135, -0.0109, -0.0446
O, -2.2942, -3.5269, -3.2481, 0.0031, -0.0002, -0.003
O, -1.1788, -1.3398, -1.452, 0.0026, -0.0083, 0.0284
O, 4.7375, 1.9896, 21.4953, -0.0093, 0.0095, -0.0264
O, -4.7292, -0.7901, -8.0028, -0.0019, 0.0099, -0.0185
O, 1.4436, 1.4957, 15.3971, 0.0095, -0.0037, 0.0142
O, -3.6721, 4.7135, -4.7262, -0.0001, -0.0048, -0.002
O, 4.8758, 4.4852, -3.5352, 0.0059, 0.0075, -0.0249
O, 3.0279, 1.3079, 19.6518, 0.0053, -0.0008, -0.0118
O, -1.3694, -1.1101, 15.399, 0.0059, -0.0058, 0.0204
O, -5.1234, -2.6101, -6.1592, 0.0085, 0.0067, -0.0227
O, -1.3544, -4.9515, -5.2223, -0.0093, -0.0098, -0.0112
O, 4.9132, 4.5819, 17.4283, 0.0001, 0.0036, -0.0029
O, -3.3524, 4.9507, 17.0065, 0.0011, -0.0094, 0.0278
O, 1.1878, 2.1496, -3.9653, 0.0057, 0.0084, -0.0039
O, 2.7451, 0.1517, -3.2076, 0.0006, -0.001, 0.004
O, -3.284, -3.1238, -7.9542, 0.0037, -0.0129, -0.0305
O, 1.2695, -3.0919, 19.0733, 0.0011, 0.0018, -0.0048
O, 2.7457, 5.4144, 14.0356, -0.0003, 0.0023, 0.0238
O, -0.4538, -3.4883, 14.769, 0.0097, 0.0099, 0.0262
O, -4.2294, 3.016, 18.6101, -0.0075, 0.0088, -0.0039
O, 5.3435, -0.2782, 17.5195, -0.0016, 0.0036, 0.0115
O, 2.9544, -0.3883, 16.5204, 0.0115, -0.0166, 0.0353
O, 2.3191, 4.0041, 17.5255, 0.0017, -0.0004, -0.004
O, -3.7127, -1.7047, -2.044, -0.0019, 0.0008, 0.0079
O, -1.7377, 2.5379, 19.3849, 0.0075, 0.0039, -0.0091
O, -3.3336, 0.4986, 16.2094, -0.0182, 0.0017, 0.0503
O, -2.8369, 5.1882, -7.2046, -0.0067, 0.0101, -0.0275
O, -0.2347, 3.4533, 21.3913, -0.0048, 0.009, -0.0245
O, 0.0261, 3.4557, 16.3251, 0.0011, 0.0129, 0.0494
O, 4.6151, -2.3726, 16.0531, -0.0142, 0.0227, 0.0493
O, 3.983, 1.1949, 14.7417, -0.0193, -0.0195, 0.0349
O, -0.9226, 0.5207, -5.7168, -0.0047, 0.0075, -0.004
O, 2.1605, -2.5232, -2.7401, 0.0038, 0.0028, 0.0136
O, 0.0584, 4.3475, 18.8655, 0.0001, 0.008, 0.0011
O, 2.3415, 2.9921, 21.5859, 0.0081, 0.0089, -0.0231
O, -2.2502, -5.3488, 14.5639, -0.0146, -0.0174, 0.0262
O, 3.2699, -4.7095, 18.6535, -0.0007, -0.0079, -0.0022
O, 4.086, -1.274, -1.516, -0.0118, 0.0071, 0.0402
O, -2.8677, -1.1775, -6.2397, -0.0107, -0.0018, -0.0251
O, 4.2673, 4.5436, -0.9914, 0.0165, 0.0004, 0.0504
O, -3.4581, -4.0338, 21.4139, 0.0031, -0.0099, -0.0242
O, -5.1721, 2.5623, -5.165, -0.0002, -0.0049, -0.0169
O, -2.6397, 0.8237, -1.6715, -0.0003, 0.0037, 0.0118
O, 5.0137, 1.6282, -7.4983, 0.0122, -0.0096, -0.0235
O, -3.4627, 0.63, 18.8834, 0.0055, -0.0015, 0.0078
O, 3.1509, 2.0331, -5.7486, 0.0191, 0.0064, -0.0262
O, 3.97, -4.3499, -5.3118, -0.0041, -0.0085, -0.0107
O, 0.7215, 1.0729, 20.8415, 0.0037, 0.0014, -0.0138
O, -2.2046, -0.5128, -3.785, 0.0036, -0.0021, 0.0009
O, -4.8974, -3.529, -3.6976, 0.0053, -0.0028, 0.0051
O, -4.4171, 4.0868, 14.8648, 0.014, 0.0231, 0.0491
O, -3.2214, -1.6905, 20.287, 0.0019, 0.0058, -0.0154
O, 4.1287, -1.8459, -4.2252, 0.0002, 0.0018, -0.0003
O, 1.3389, -0.5434, 18.8181, 0.0103, 0.0104, 0.0037
O, -0.9714, -1.6192, 18.8778, -0.0049, -0.0004, 0.0016
O, 0.644, 2.5692, -6.4233, -0.0108, -0.0013, -0.0123
O, -3.9999, 2.7959, -2.8988, 0.0046, -0.0023, 0.009
O, 0.5844, -2.1108, 16.7681, 0.004, -0.0021, 0.0443
O, -1.7247, 3.2569, -5.6195, -0.0034, -0.0009, -0.0103
O, -4.414, -5.3843, 19.3619, -0.0054, 0.0032, -0.0041
O, 2.3461, -5.0547, -7.2814, 0.0012, 0.0072, -0.046
O, 2.2349, 4.3804, -5.1505, 0.0031, -0.0001, -0.0197
O, -0.7948, -2.277, -5.0541, -0.0022, 0.0008, -0.0032
O, -2.3893, -3.7918, 18.9793, 0.0045, -0.0058, 0.0008
O, 3.1554, 2.8341, -2.5513, -0.0108, -0.0032, 0.0116
O, -5.3965, -2.2905, 21.685, 0.0221, -0.0169, -0.0195
O, -3.3221, -1.6704, 17.6809, -0.0018, -0.0025, 0.0045
O, -3.6234, 2.2189, 21.1047, -0.0007, -0.0036, -0.0223
O, 0.8632, 1.9424, 18.3107, 0.0001, 0.0037, 0.0074
O, 4.3406, 4.1851, -6.6798, 0.0019, 0.0049, -0.0118
O, 3.2073, -3.2469, 20.8168, -0.0098, 0.0031, -0.0219
O, 0.2694, -4.13, -3.371, 0.0047, -0.0035, 0.0043

Results
free energy: -128073.196 eV
free energy less fixed offsets of O -570.45, Si -639.56 eV per atom: -3.066 eV

The program warned: the cutoff lies below the one the program advises for these potential files; the forces do not sum to zero within the program's tolerance; empty levels may hold ghost states of the PAW files; the exchange-correlation potential is rough where the density is thin.
